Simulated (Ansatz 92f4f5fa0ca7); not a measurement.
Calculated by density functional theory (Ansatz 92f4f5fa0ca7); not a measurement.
Periodic cell of 223 atoms, Si132O90P1, from a study of silicon, its oxide and their interface. The atomic structure is a simulated model.
Doubt: the cutoff is far below the 930 eV that the study's wrapper takes by default for these files, so forces and energies are approximate.

Settings
functional: PBE
potential files: Ansatz PAW
basis: plane waves
wave-function cutoff: 580 eV
density cutoff ratio: 5
exchange-correlation grid ratio: 1
k mesh: 1 x 1 x 1, Gamma-centred
self-consistency stop: 5e-08 eV per atom in the density residual
occupations: fixed
spin: none
net charge: +1 e, with a uniform compensating background and no finite-size correction

Cell vectors (angstrom)
a  10.938  0  0
b  0  10.938  0
c  0  0  32.1988

Atoms: element, x, y, z (angstrom)
Si  10.591  0.2197  24.8298
Si  5.7064  10.6965  24.7114
Si  2.4668  2.9418  24.6479
Si  8.4268  2.4565  24.7598
P  0.2715  5.1743  24.8617
Si  5.1618  5.7516  24.6621
Si  2.9642  8.0103  24.5556
Si  7.9063  8.4623  24.706
Si  1.3242  1.3832  26.0132
Si  6.849  1.3194  26.0905
Si  4.0453  4.1227  25.9751
Si  9.5934  4.0272  26.1089
Si  1.4505  6.8339  26.0305
Si  6.7573  6.8696  26.0058
Si  4.1019  9.5283  26.0004
Si  9.4489  9.5805  26.1171
Si  2.7295  -0.0024  27.3285
Si  8.1515  -0.0122  27.5457
Si  0.0318  2.704  27.4975
Si  5.4391  2.7427  27.3423
Si  2.745  5.4461  27.4541
Si  8.1865  5.5038  27.3394
Si  -0.0362  8.1796  27.3567
Si  5.4391  8.1994  27.4532
Si  4.0845  1.3649  28.7357
Si  9.565  1.353  28.8378
Si  1.3667  4.1017  28.8269
Si  6.8322  4.0988  28.7219
Si  4.1013  6.83  28.8133
Si  9.5544  6.8254  28.7577
Si  1.3658  9.5654  28.7173
Si  6.7891  9.5501  28.8534
Si  0.0183  -0.0272  30.1524
Si  5.4258  0.0138  30.1608
Si  2.7453  2.7189  30.1567
Si  8.189  2.753  30.1388
Si  -0.0237  5.4701  30.1494
Si  5.4889  5.4546  30.1463
Si  2.7168  8.2168  30.1279
Si  8.2016  8.184  30.1658
Si  1.3793  1.348  31.5291
Si  6.8236  1.3796  31.4972
Si  4.1222  4.0858  31.5172
Si  9.5581  4.1008  31.5224
Si  1.3533  6.8498  31.4878
Si  6.8459  6.8178  31.5399
Si  4.0753  9.5735  31.5245
Si  9.5792  9.5545  31.5212
Si  2.7373  -0.0068  0.7217
Si  8.1976  0.0098  0.6562
Si  -0.0047  2.7261  0.6852
Si  5.4859  2.7281  0.7
Si  2.7386  5.4916  0.6436
Si  8.213  5.4526  0.7183
Si  0.0113  8.1898  0.6923
Si  5.4659  8.2092  0.6856
Si  4.1321  1.3608  2.0705
Si  9.5593  1.3507  2.0492
Si  1.3785  4.13  2.013
Si  6.8512  4.0782  2.0821
Si  4.1021  6.8316  2.0484
Si  9.5866  6.8336  2.066
Si  1.3785  9.5413  2.0697
Si  6.832  9.5999  2.0408
Si  -0.0115  -0.0319  3.3937
Si  5.4947  0.0084  3.4751
Si  2.7707  2.7862  3.3642
Si  8.1981  2.6921  3.4589
Si  0.0298  5.4713  3.4334
Si  5.477  5.4676  3.4102
Si  2.7684  8.202  3.4535
Si  8.2058  8.2289  3.381
Si  1.3885  1.3937  4.6237
Si  6.8471  1.3467  4.9184
Si  4.1535  4.0868  4.8048
Si  9.5816  4.0816  4.7645
Si  1.4159  6.8282  4.8257
Si  6.8223  6.8913  4.7269
Si  4.1371  9.5759  4.8516
Si  9.552  9.5518  4.7931
Si  2.7466  0.1186  6.0513
Si  8.2057  -0.0635  6.2731
Si  0.0286  2.6685  6.0417
Si  5.4738  2.7274  6.2939
Si  2.8164  5.4762  6.1856
Si  8.1746  5.483  6.0337
Si  0.0112  8.1872  6.1534
Si  5.529  8.2217  6.2344
Si  3.8358  1.5718  7.6078
Si  9.8395  1.14  7.4585
Si  1.6261  3.7976  7.3134
Si  6.6553  4.4185  7.4806
Si  4.4076  6.6334  7.5527
Si  9.3651  6.9494  7.407
Si  1.1449  9.9207  7.2902
Si  7.1559  9.2296  7.6774
O  8.3096  8.0897  7.9068
O  2.7151  2.7352  7.9501
O  9.5413  1.3597  24.2271
O  4.0586  6.8613  24.0837
O  0.0322  0.0253  7.9524
O  5.5306  5.511  8.0298
O  6.8208  9.5917  24.1563
O  1.2857  4.1472  24.207
O  3.8629  7.3853  8.9348
O  0.8018  4.3745  8.5941
O  9.8115  6.1761  8.7962
O  2.1266  9.3836  8.4837
O  7.5185  3.9271  8.7927
O  4.2657  0.9221  9.0674
O  6.7283  9.559  9.2242
O  9.2101  1.8551  8.7982
O  7.739  3.1663  23.4644
O  10.495  5.9082  23.6828
O  4.9776  0.4658  23.4293
O  5.8831  5.0888  23.3499
O  3.0474  2.3063  23.2412
O  2.3169  8.7265  23.2118
O  8.5993  7.7467  23.3859
O  0.238  10.3222  23.5661
Si  4.332  1.6016  22.4505
Si  3.485  7.9303  14.0254
Si  7.1138  0.9575  14.6593
Si  0.9571  9.3447  22.5003
Si  1.1774  4.3107  11.8797
Si  6.2578  8.9643  15.3175
Si  0.6733  1.3698  12.2923
Si  8.6487  4.9015  20.5147
Si  0.327  5.7165  9.3584
Si  5.1038  3.1212  17.9341
Si  0.8758  3.743  16.7406
Si  10.4016  2.8045  19.2084
Si  5.2793  1.1848  10.3496
Si  0.8863  0.1542  19.8125
Si  6.6422  9.4602  10.8674
Si  9.3286  9.6697  18.3069
Si  9.3875  9.2426  12.5671
Si  6.5671  3.8448  22.5497
Si  2.4398  8.0702  9.3757
Si  10.6074  7.3733  17.0719
Si  2.518  6.2921  16.5763
Si  10.1673  4.4909  14.183
Si  6.1322  9.183  18.5128
Si  7.9671  2.5717  9.5783
Si  8.8745  2.1425  12.4492
Si  5.3475  6.2428  18.0702
Si  3.9185  0.5578  19.4518
Si  4.2759  3.8418  12.047
Si  5.5378  6.6031  12.1339
Si  8.0128  2.4872  17.2229
Si  4.3579  2.4821  14.9611
Si  1.536  1.2167  15.2527
Si  1.5641  9.4138  12.0412
Si  8.041  6.8502  13.871
Si  10.3811  9.8386  15.4772
Si  9.8139  7.0063  22.6113
Si  8.1449  5.4978  17.4329
O  6.0418  7.9612  11.2863
O  6.0017  9.206  16.899
O  7.6727  1.36  13.1881
O  0.8913  1.7519  13.8627
O  9.4556  6.2522  16.8699
O  6.7505  6.2065  13.1382
O  5.1463  4.6549  18.6135
O  9.2271  2.1061  18.2731
O  2.3713  0.0738  19.063
O  9.4004  10.2272  16.7537
O  2.7855  4.4353  11.7139
O  5.0686  10.328  19.1228
O  9.4157  3.2394  13.4929
O  0.4749  1.7429  19.9476
O  3.1499  1.3679  15.0634
O  8.2511  5.4526  19.0582
O  3.9098  6.587  17.3793
O  4.5764  3.2863  16.3837
O  9.048  5.6612  14.3184
O  5.4352  2.7574  22.1507
O  10.6695  4.1407  15.6778
O  0.3182  3.854  18.2781
O  10.4204  10.5047  19.2045
O  9.6419  10.0271  14.0222
O  10.9443  8.061  22.144
O  1.1897  2.1602  16.5322
O  9.7145  3.6746  20.4198
O  8.1586  4.031  16.7446
O  -0.0463  9.0985  11.9011
O  6.5811  2.401  18.007
O  5.5822  10.7205  11.1935
O  7.7448  9.5869  18.8405
O  10.0245  1.0246  12.058
O  1.3142  6.9587  9.0459
O  0.6132  4.7706  13.3451
O  5.6973  7.6252  18.9907
O  5.2339  5.0873  11.5141
O  2.7147  6.9822  15.1147
O  0.9051  2.7475  11.4621
O  0.8566  10.6907  15.5483
O  2.3982  8.5886  10.9057
O  4.6947  2.4323  11.2681
O  4.2555  3.5125  13.677
O  2.1918  4.685  16.4993
O  10.7157  8.2548  15.6954
O  6.929  10.29  14.6768
O  2.3349  8.9514  13.422
O  8.0324  1.5334  15.897
O  4.122  6.9975  12.8503
O  4.1728  2.0133  18.7241
O  7.2669  4.4101  21.2162
O  8.4048  2.9264  11.1006
O  1.1977  6.8806  17.368
O  5.6492  1.5721  14.7623
O  8.1271  9.7539  11.5865
O  9.2971  6.1365  21.373
O  8.9534  7.7152  12.8641
O  1.6467  0.1199  11.8782
O  6.6764  6.1523  17.0992
O  7.3859  7.7967  15.0489
O  1.2053  10.2487  21.1917
O  10.0276  8.1949  18.352
O  3.9033  0.8717  21.0766
O  0.3429  5.3412  10.924
O  6.6912  1.5769  9.6282
O  4.771  8.7093  14.6794

Results
free energy: -135859.420 eV
free energy less fixed offsets of O -568.88, P -755.39, Si -635.61 eV per atom: -4.310 eV

Forces (eV/angstrom), in the order of the atoms: element, x, y, z
Si  -0.0438  0.0377  0.0701
Si  0.016  -0.0405  0.1745
Si  -0.0911  0.097  0.065
Si  0.0583  0.0021  0.1486
P  -0.0345  0.3716  0.8202
Si  0.0083  0.0282  0.0906
Si  -0.0832  0.003  0.1126
Si  0.0061  0.0177  0.1346
Si  -0.0233  -0.0239  -0.0121
Si  -0.0219  -0.0213  -0.0421
Si  0.0126  0.0066  -0.0169
Si  0.1044  0.1129  -0.0868
Si  -0.2534  -0.1421  -0.0512
Si  -0.0114  -0.0077  -0.0042
Si  0.0267  0.0025  -0.0349
Si  0.0028  0.0083  0.0086
Si  -0.0019  0.0066  0.0304
Si  0.0234  -0.0198  -0.0997
Si  -0.0362  -0.0109  -0.0387
Si  0.006  0.0001  0.0256
Si  0.0176  0.0314  0.0108
Si  -0.0435  -0.0498  0.0354
Si  0.0831  0.0455  0.0156
Si  0.0188  0.0201  -0.0545
Si  -0.0155  0.0059  -0.0414
Si  0.0428  0.0039  0.0581
Si  0.0224  0.0269  0.0616
Si  -0.0055  0.0541  -0.0438
Si  0.0035  -0.06  0.0352
Si  -0.0067  0.0097  -0.0195
Si  -0.0477  -0.0072  -0.0362
Si  -0.0475  -0.003  0.0448
Si  0.001  0.0024  -0.0069
Si  0.0255  -0.0172  -0.0165
Si  0.0015  -0.0034  -0.0075
Si  0.0001  -0.0096  -0.0058
Si  0.0077  -0.0121  -0.0021
Si  0.0026  0.0098  0.0062
Si  -0.0013  0.0004  0.0062
Si  0.0072  0.0006  -0.0201
Si  -0.0204  0.01  -0.0048
Si  0.0083  0.0026  -0.0009
Si  -0.0099  0.0246  -0.0069
Si  0.008  0.0005  -0.0089
Si  0.006  -0.003  -0.0049
Si  -0.0059  -0.0253  -0.0031
Si  -0.0061  -0.0107  -0.0082
Si  0.0106  0.0071  0
Si  0.0059  0.0013  -0.0039
Si  -0.0053  -0.0103  0.0084
Si  0.0131  0.0091  0.0001
Si  -0.0038  -0.0002  -0.0032
Si  -0.0095  -0.0088  0.0108
Si  0.004  0.0108  -0.0008
Si  -0.0058  -0.0041  -0.0015
Si  0.0026  0.0027  0.0039
Si  -0.0181  0.0076  0.0084
Si  -0.0006  0.0041  -0.0034
Si  0.0135  -0.0011  0.0179
Si  -0.0079  0.0201  -0.0038
Si  -0.0103  -0.0076  -0.0041
Si  0.0032  -0.0071  0.009
Si  -0.0185  0.011  0.0007
Si  0.0167  -0.0062  0.0045
Si  -0.0304  -0.0497  -0.0385
Si  0.0233  0.0015  0.0392
Si  0.0316  0.0656  -0.0649
Si  -0.0245  -0.0393  0.0268
Si  0.0205  0.011  0.0108
Si  -0.0117  -0.014  -0.0162
Si  0.0256  -0.0004  0.0332
Si  -0.007  0.0256  -0.0454
Si  0.003  -0.002  0.0514
Si  -0.0006  0.0075  -0.0352
Si  -0.0137  -0.0104  0.0205
Si  0.0037  0.0127  -0.0138
Si  -0.0122  -0.0113  -0.0144
Si  0.0036  -0.0051  0.0179
Si  -0.0116  -0.0043  -0.0403
Si  0.0107  0.006  0.0232
Si  -0.0095  -0.0178  0.0311
Si  0.0064  0.0056  0.0087
Si  -0.0021  0.0051  0.0237
Si  0.0092  0.0091  0.0108
Si  0.0026  -0.0051  0.0076
Si  -0.003  -0.0001  0.0304
Si  0.004  0.0093  0.0074
Si  -0.0045  -0.0011  0.0285
Si  -0.0157  0.0304  -0.0874
Si  0.0136  -0.0362  -0.0684
Si  0.0353  -0.0045  -0.0549
Si  -0.0247  -0.0066  -0.0758
Si  0.006  -0.0244  -0.0667
Si  -0.0039  0.0156  -0.0654
Si  -0.0191  0.0037  -0.0613
Si  0.0234  -0.0107  -0.106
O  -0.0076  0.0015  0.0126
O  -0.0075  0.005  0.0125
O  0.0193  -0.0492  -0.039
O  0.0669  -0.0675  -0.0255
O  -0.0018  0.005  0.0143
O  0.0014  0.0064  0.0101
O  -0.0095  0.0157  -0.0821
O  0.3984  -0.443  -0.2074
O  -0.0327  0.0322  0.0486
O  -0.0277  0.0332  0.05
O  0.0343  -0.0296  0.0489
O  0.0349  -0.0425  0.0585
O  0.0363  -0.0419  0.0636
O  0.0384  -0.0201  0.0879
O  -0.0187  0.0068  0.1147
O  -0.0407  0.0357  0.056
O  -0.0777  0.0348  -0.0785
O  -0.3038  0.1731  -0.6324
O  -0.0273  0.0455  -0.0674
O  0.0251  -0.0332  -0.0735
O  0.1045  -0.1034  -0.1498
O  -0.052  0.0601  -0.0893
O  -0.0151  0.048  -0.0052
O  0.0284  -0.0165  -0.0466
Si  -0.0168  0.0426  0.1289
Si  -0.0026  -0.001  -0.0081
Si  0.0077  0.0063  -0.0038
Si  0.0479  -0.0802  0.1106
Si  -0.0124  0.0189  -0.0137
Si  -0.0058  -0.0002  0.009
Si  0.0026  0.0013  0.0059
Si  0.0242  0.1315  0.0977
Si  -0.0214  -0.0025  -0.0545
Si  -0.0068  -0.0089  0.0055
Si  -0.0069  0.0027  0.0151
Si  -0.0034  0.0177  0.0525
Si  -0.0093  -0.0126  -0.0536
Si  0.0315  -0.0367  0.0667
Si  -0.012  0.0192  -0.0615
Si  0.0146  0.0109  0.0146
Si  -0.0098  0.0077  -0.004
Si  0.0154  -0.0108  0.0922
Si  0.0158  0.0029  -0.0611
Si  -0.0096  0.0035  0.0069
Si  0.0048  0.0042  -0.0024
Si  0.0037  -0.0073  -0.0052
Si  -0.0085  0.0121  0.0025
Si  0.0133  0.0217  -0.0624
Si  -0.0131  0.0141  -0.0241
Si  0.0134  -0.0041  -0.0037
Si  -0.0207  -0.001  0.0564
Si  0.0034  -0.0147  -0.0024
Si  0.0025  0.0104  0.0009
Si  0.0117  0.0095  0.004
Si  0.0046  0.0132  -0.0048
Si  -0.0034  0.0029  -0.0054
Si  0.0198  -0.0157  -0.0185
Si  -0.0019  0.001  -0.0028
Si  -0.0101  -0.0023  0.0007
Si  0.0845  -0.1128  0.0525
Si  0.0035  -0.0154  0.0536
O  -0.0072  -0.0278  0.0091
O  0.002  -0.0014  -0.0158
O  -0.0064  -0.0065  0.0073
O  0.004  -0.0025  0.0098
O  0.0089  0.0054  -0.0063
O  0.0109  -0.0012  0.0004
O  0.0007  0.0056  0.0024
O  -0.0242  -0.0058  -0.018
O  0.0101  0.0044  -0.0124
O  0.0056  -0.0007  -0.0141
O  0.0039  -0.0033  -0.0073
O  0.0155  -0.0153  -0.0024
O  0.0057  0.0095  0.0027
O  -0.0152  0.0123  -0.0091
O  -0.0014  -0.0023  0.001
O  -0.0001  -0.0175  -0.0239
O  -0.0101  -0.0011  0.0022
O  -0.0025  -0.002  -0.0091
O  0.001  0.0011  -0.0038
O  0.0028  -0.0011  -0.0169
O  -0.0011  0.0027  0.0013
O  0.0146  0.0057  -0.0145
O  -0.029  -0.0081  -0.0165
O  0.0025  0.0023  0.0059
O  -0.0269  -0.0106  0.0061
O  0.0034  -0.0034  -0.003
O  0.0209  -0.0363  -0.0378
O  -0.0032  -0.0113  0.0017
O  -0.0103  0.0015  -0.0055
O  0.0054  0.0018  0.0036
O  0.0008  -0.0116  0.0088
O  0.0006  -0.0014  0.0064
O  0.0052  -0.0023  -0.0066
O  0.0004  0  0.0071
O  -0.0091  0.0007  0.0096
O  -0.0025  -0.0035  0.0077
O  0.0012  0.0063  -0.0078
O  -0.0008  -0.0002  0.0016
O  -0.0019  -0.0102  -0.0047
O  0.0036  0.0023  0.0023
O  -0.0158  0.0231  0.0483
O  -0.0117  0.0346  0.0166
O  0  -0.0083  0.0142
O  0.0007  0.0008  0.0031
O  0.0031  0.0028  -0.0058
O  -0.0022  -0.0026  -0.0018
O  0.0066  -0.0039  0.0088
O  -0.0058  -0.0058  -0.0053
O  -0.0081  0.0049  0.0006
O  0.0147  0.0225  -0.0123
O  0.0357  0.0293  -0.0621
O  0.0174  -0.0058  0.0503
O  0.0045  -0.0041  0.0041
O  0.0002  -0.0038  0.0028
O  0.0299  -0.0051  0.0131
O  -0.0646  -0.1043  -0.1039
O  -0.0024  -0.0083  -0.0021
O  -0.0059  0.0068  -0.0069
O  -0.0065  0.0026  -0.0038
O  -0.0011  0.0036  0.0004
O  -0.0043  0.0656  -0.0799
O  0.0055  -0.0047  -0.0068
O  -0.012  -0.0317  -0.0975
O  0.0141  -0.0244  0.0446
O  -0.015  -0.0086  0.0087
O  0.0041  0.0013  0.0007

The program warned: the cutoff lies below the one the program advises for these potential files; the exchange-correlation potential is rough where the density is thin.
